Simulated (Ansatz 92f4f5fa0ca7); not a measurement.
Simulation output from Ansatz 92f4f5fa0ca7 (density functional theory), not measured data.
Periodic cell of 406 atoms, Si266O140, from a study of silicon, its oxide and their interface. The atomic structure is a simulated model.
Doubt: the cutoff is far below the 930 eV that the study's wrapper takes by default for these files, so forces and energies are approximate.
This geometry differs little from another in the collection (a relaxation step or a small displacement).

Settings
functional: PBE
potential files: Ansatz PAW
basis: plane waves
wave-function cutoff: 580 eV
density cutoff ratio: 5
exchange-correlation grid ratio: 1
k mesh: 1 x 1 x 1, Gamma-centred
self-consistency stop: 5e-08 eV per atom in the density residual
occupations: fixed
spin: none
net charge: 0

Cell vectors (angstrom)
a 15.4687 0 0
b 0 12.8259 0
c 0 0 35.8614

Atoms and the computed forces on them: element, x, y, z (angstrom), force x, y, z (eV/angstrom)
Si -0.0363 1.1783 33.2011 0.0007 -0.0015 -0.0017
Si 3.8399 1.1815 33.1766 -0.0023 -0.0028 -0.0037
Si 7.7077 1.1753 33.2042 -0.0005 -0.0021 -0.0034
Si 11.5946 1.1754 33.1872 0.0007 -0.0021 -0.0031
Si 1.9379 7.5876 33.1757 0.0003 -0.0005 -0.0028
Si 5.8081 7.5923 33.1894 0.0008 -0.0011 -0.0022
Si 9.6577 7.5974 33.1853 0.0012 -0.0026 -0.0029
Si 13.5572 7.5954 33.2024 0 -0.0018 -0.0029
Si 1.9336 5.247 33.5945 -0.0511 0.1607 -0.1949
Si 5.8008 5.247 33.5945 -0.0805 0.098 -0.18
Si 9.6679 5.247 33.5945 -0.1867 0.2441 0.15
Si 13.5351 5.247 33.5945 0.1701 0.2082 0.2315
Si 0 11.6599 33.5945 -0.1172 0.0727 -0.1511
Si 3.8672 11.6599 33.5945 0.0155 0.1569 -0.0565
Si 7.7343 11.6599 33.5945 0.0032 0.0901 -0.2502
Si 11.6015 11.6599 33.5945 -0.1343 0.2822 -0.1581
Si 0 4.664 34.8312 -0.0165 0.0636 0.0267
Si 3.8672 4.664 34.8312 0.0235 -0.0146 -0.0465
Si 7.7343 4.664 34.8312 0.0526 0.0352 0.0123
Si 11.6015 4.664 34.8312 0.0121 -0.0263 -0.0272
Si 1.9336 11.0769 34.8312 0.0343 -0.0334 -0.0376
Si 5.8008 11.0769 34.8312 0.0059 0.0064 -0.0321
Si 9.6679 11.0769 34.8312 0.0283 -0.0064 -0.034
Si 13.5351 11.0769 34.8312 0.0243 -0.0405 -0.0504
Si 0 2.332 35.2434 -0.1098 0.0555 0.1838
Si 3.8672 2.332 35.2434 -0.0339 0.0169 0.0348
Si 7.7343 2.332 35.2434 -0.064 0.0583 0.1693
Si 11.6015 2.332 35.2434 0.0372 0.0641 0.0524
Si 1.9336 8.745 35.2434 -0.0042 0.0239 -0.0019
Si 5.8008 8.745 35.2434 0.0215 0.0226 0.0925
Si 9.6679 8.745 35.2434 -0.097 0.0138 0.0872
Si 13.5351 8.745 35.2434 0.1415 0.0386 0.1985
Si 1.9336 1.749 0.6188 0.0217 -0.0136 -0.0066
Si 5.8008 1.749 0.6188 0.0568 0.0026 0.006
Si 9.6679 1.749 0.6188 -0.0122 -0.0134 -0.0178
Si 13.5351 1.749 0.6188 -0.0117 0.0285 0.034
Si 0 8.162 0.6188 -0.0604 0.0355 0.0309
Si 3.8672 8.162 0.6188 0.0101 -0.0007 -0.0059
Si 7.7343 8.162 0.6188 0.0271 0.0437 0.0302
Si 11.6015 8.162 0.6188 0.004 -0.0272 -0.0218
Si 0 5.83 1.031 0.0227 -0.0336 -0.0096
Si 3.8672 5.83 1.031 -0.0248 0.0191 0.0291
Si 7.7343 5.83 1.031 -0.0578 -0.013 -0.0155
Si 11.6015 5.83 1.031 -0.012 0.031 0.0047
Si 1.9336 12.2429 1.031 -0.0263 0.0389 0.027
Si 5.8008 12.2429 1.031 0.0079 -0.0157 -0.0196
Si 9.6679 12.2429 1.031 -0.0227 0.0025 -0.0031
Si 13.5351 12.2429 1.031 -0.0239 0.0165 0.0026
Si 1.9336 5.247 2.2678 -0.0187 0.006 0.0225
Si 5.8008 5.247 2.2678 0.1099 -0.0009 -0.0325
Si 9.6679 5.247 2.2678 0.0043 -0.0152 -0.0054
Si 13.5351 5.247 2.2678 0.075 -0.0439 -0.0738
Si 0 11.6599 2.2678 -0.0315 -0.0477 -0.1321
Si 3.8672 11.6599 2.2678 0.1345 -0.0513 -0.0719
Si 7.7343 11.6599 2.2678 0.0353 -0.0622 -0.1422
Si 11.6015 11.6599 2.2678 -0.0112 -0.0193 0.0551
Si 1.9336 2.915 2.68 -0.0227 -0.005 0.0362
Si 5.8008 2.915 2.68 -0.0594 0.0124 0.0418
Si 9.6679 2.915 2.68 0.0076 0.0035 0.0193
Si 13.5351 2.915 2.68 0.0079 -0.0113 0.0222
Si 0 9.328 2.68 0.057 -0.0443 0.0118
Si 3.8672 9.328 2.68 -0.0153 -0.0113 0.0216
Si 7.7343 9.328 2.68 -0.0296 -0.0571 -0.0305
Si 11.6015 9.328 2.68 -0.0062 0.0203 0.0303
Si 0.402 -0.0376 26.5316 -0.007 0.0131 -0.0022
Si 3.4998 0.0119 26.8955 0.0044 0.0146 -0.0121
Si 7.954 0.256 26.6657 0.0071 0.004 -0.021
Si 11.1513 0.4171 26.6906 -0.0038 0.005 -0.0186
Si 2.3334 6.6236 26.6675 -0.0024 0.0048 -0.0119
Si 5.5093 6.4417 26.4738 0.0055 0.0114 -0.0006
Si 10.1011 6.5711 26.9214 -0.0046 0.0129 -0.0153
Si 13.1843 6.6348 26.7099 0.0039 0.0054 -0.0073
Si 1.826 4.3338 26.8568 0.0014 -0.0054 -0.0041
Si 5.7161 4.0636 26.8102 -0.0012 -0.0104 -0.0088
Si 9.7502 4.2562 27.2155 -0.0057 -0.0086 -0.0051
Si 13.3493 4.3107 27.061 -0.0026 -0.0073 -0.0039
Si 0.0206 10.5074 27.0464 0.0026 -0.0148 -0.0024
Si 3.7976 10.5159 26.9237 -0.0016 -0.013 -0.0074
Si 7.5574 10.7647 26.8073 0.0026 -0.009 -0.0034
Si 11.5643 10.8956 26.688 0.0044 -0.0099 -0.0078
Si -0.0782 3.6099 28.088 -0.0028 0.0038 0.0059
Si 3.7646 3.5289 28.0915 -0.0009 0.0033 0.0016
Si 7.6633 3.6644 28.1691 0.0086 0.001 0
Si 11.595 3.6864 28.5251 0.0053 0.0058 -0.0015
Si 1.9417 9.9605 28.2896 -0.0035 0.0035 -0.002
Si 5.7591 9.9631 28.1256 0.0035 0.0029 0.0026
Si 9.6317 10.0758 27.9589 -0.0053 0.0107 0.0014
Si 13.4237 10.1364 28.1039 -0.0005 0.0014 0.0014
Si -0.0562 1.2529 28.525 0.0012 -0.0068 -0.0051
Si 3.7415 1.2622 28.8299 -0.0063 -0.0002 -0.0004
Si 7.663 1.3603 28.7096 0.0027 -0.0002 0.0047
Si 11.5183 1.3522 28.805 0.001 -0.0005 0.0037
Si 1.9962 7.6737 28.7352 0.0068 0.0001 -0.0006
Si 5.8438 7.6109 28.5584 -0.0028 -0.0029 -0.0056
Si 9.7682 7.8222 28.8258 0.0027 -0.004 -0.0003
Si 13.5103 7.8176 28.6974 -0.0042 -0.0015 -0.0016
Si 1.7894 0.6816 29.9545 0.0001 -0.0045 -0.0021
Si 5.7474 0.6438 29.8982 0.0037 -0.0078 0.0029
Si 9.5794 0.6876 29.9511 -0.0045 0.0027 -0.0016
Si 13.5139 0.6698 29.845 0.0023 -0.0034 -0.0015
Si -0.0057 7.0708 29.8415 -0.0028 -0.0067 0.0065
Si 3.9405 7.0467 29.8963 -0.0021 -0.0035 -0.0006
Si 7.7611 7.1022 29.8628 -0.0041 -0.0034 0.003
Si 11.6616 7.1888 30.0405 0.0037 -0.0028 -0.0047
Si -0.0445 4.7225 30.2163 0.0008 0.003 -0.0043
Si 3.8387 4.6988 30.2035 0.0012 0.0018 0.0009
Si 7.7084 4.7687 30.2669 0.0007 0.003 -0.0004
Si 11.6003 4.8624 30.4935 -0.0007 0.0025 0.0008
Si 1.9107 11.1679 30.3185 -0.0014 0.0004 -0.0004
Si 5.7717 11.1133 30.2323 -0.0009 0.0036 -0.0031
Si 9.621 11.1553 30.1505 0.0005 -0.0068 0
Si 13.4873 11.1737 30.2441 0.0006 0.0015 -0.0027
Si 1.9034 4.1417 31.4803 0.0004 0.0017 -0.0058
Si 5.7712 4.1181 31.4889 -0.003 0.0005 -0.006
Si 9.6219 4.1276 31.541 -0.002 0.0016 -0.0039
Si 13.5537 4.1219 31.5505 0.0017 0.0008 -0.0034
Si -0.0395 10.5215 31.496 0.0018 0.0042 -0.0065
Si 3.8585 10.5298 31.5158 0.0011 0.0027 -0.0053
Si 7.7239 10.5414 31.4726 0.0015 0.0036 -0.0053
Si 11.5507 10.5867 31.479 -0.0009 0.004 -0.0064
Si 1.872 1.8189 31.9929 0.0009 -0.0012 0.0004
Si 5.7849 1.7817 31.9596 0.0026 0.0002 -0.0017
Si 9.638 1.7964 32.0058 0.0004 -0.0004 -0.0002
Si 13.5224 1.7848 31.9364 -0.0023 0.0008 -0.0002
Si 0.0036 8.1863 31.9328 0.0006 -0.0006 -0.0033
Si 3.8843 8.1902 31.9579 -0.0006 -0.0005 -0.0009
Si 7.7228 8.2157 31.9417 0.0001 -0.0012 -0.0039
Si 11.62 8.29 32.0614 -0.0007 -0.0005 -0.0001
Si 0 2.332 3.9167 -0.0708 -0.1485 -0.0347
Si 3.8672 2.332 3.9167 0.1679 -0.1999 0.0469
Si 7.7343 2.332 3.9167 0.1316 -0.0563 0.3664
Si 11.6015 2.332 3.9167 -0.1144 -0.2142 0.146
Si 1.9336 8.745 3.9167 -0.0874 -0.2632 -0.2333
Si 5.8008 8.745 3.9167 0.1879 -0.1623 -0.1425
Si 9.6679 8.745 3.9167 -0.0015 -0.1615 0.0542
Si 13.5351 8.745 3.9167 -0.0565 -0.1607 0.2345
Si 1.9476 6.3988 4.3373 0.0006 0.0013 0.0017
Si 5.8368 6.4003 4.3308 -0.0005 0.0024 0.0014
Si 9.6861 6.4007 4.3365 0.0006 0.0027 0.0005
Si 13.555 6.3999 4.3242 -0.0007 0.002 0.0004
Si -0.0032 12.8085 4.32 -0.0004 0.0018 0.0014
Si 3.9111 12.8148 4.3255 -0.0015 0.0022 0.0002
Si 7.76 12.8144 4.3127 -0.001 0.0013 0.0004
Si 11.6027 12.8144 4.3442 -0.0007 0.002 0.0002
Si 0.0104 5.8056 5.5826 0.0012 -0.0013 0.0003
Si 3.906 5.767 5.5275 -0.0005 -0.0014 -0.0022
Si 7.7671 5.7889 5.5872 -0.0016 0.0004 0.0006
Si 11.6308 5.7576 5.5376 0.0011 -0.0005 -0.0007
Si 1.9559 12.1859 5.4882 0.0012 0.0004 -0.0041
Si 5.8639 12.2158 5.5708 0.0009 0.0013 0.0003
Si 9.6607 12.2003 5.5758 0.0011 0.0005 0.0015
Si 13.5416 12.1767 5.564 0.0001 0.0004 0.0002
Si -0.0153 3.4641 5.9828 0.0001 -0.0017 0.0037
Si 3.9133 3.4503 5.9973 -0.0008 -0.0033 0.0024
Si 7.7757 3.4628 6.0557 0.002 -0.0016 0.0055
Si 11.5745 3.4293 6.0207 -0.0003 -0.0028 0.0028
Si 1.9242 9.8566 5.9607 -0.0007 -0.0016 0.0025
Si 5.8469 9.8697 5.9735 -0.0003 -0.0028 0.0037
Si 9.672 9.8549 6.0073 -0.0013 0 0.0044
Si 13.5089 9.8512 6.0389 -0.0037 -0.0032 0.0052
Si 1.9414 2.852 7.1534 0.0031 0.0009 -0.0038
Si 5.8394 2.8812 7.3045 -0.0012 0.0009 0.0004
Si 9.6921 2.8431 7.3831 -0.0005 0.0018 0.0007
Si 13.5187 2.7943 7.2017 0.0011 -0.0021 -0.0005
Si 0.0143 9.2704 7.2417 -0.0006 -0.0033 0.0038
Si 3.8881 9.1837 7.0742 0.0007 -0.0026 -0.0011
Si 7.7516 9.23 7.2504 0.0005 -0.0015 -0.0044
Si 11.5552 9.1906 7.2884 0.0057 0.0004 -0.0003
Si 0.0064 6.9409 7.6664 -0.0032 0.0061 -0.0022
Si 3.9601 6.8706 7.5894 0.0004 0.0036 0.0027
Si 7.8219 6.8944 7.6794 -0.0025 0.0007 -0.0011
Si 11.6736 6.8283 7.6187 -0.0046 0.0028 0.0031
Si 1.9827 13.3411 7.5103 -0.0005 0.0008 0.0066
Si 5.931 13.3688 7.641 -0.0005 0.0008 -0.0015
Si 9.6302 13.3192 7.6594 -0.0021 -0.0011 -0.0019
Si 13.5702 13.2988 7.6328 0.0023 0.0043 -0.0036
Si 1.9912 6.3646 8.7913 0.0043 0.0015 -0.0085
Si 5.8971 6.2947 8.8966 -0.0007 0.0001 -0.0012
Si 9.7733 6.1911 8.8611 0.0059 0.0031 -0.0022
Si 13.5795 6.1862 8.913 -0.0014 0.0032 -0.0048
Si 0.0973 12.731 8.7934 0.0039 0.0025 0.0011
Si 3.9533 12.7133 8.6583 -0.0043 0.0074 -0.0029
Si 7.7624 12.7094 9.0384 0.0008 0.0045 -0.0043
Si 11.5844 12.6265 8.7443 -0.0021 0.0019 -0.002
Si 1.9069 4.064 9.1681 0 -0.0066 0.0038
Si 5.8961 3.9703 9.4467 -0.0011 0.0005 -0.0029
Si 9.7714 3.8648 9.6077 -0.0036 -0.0037 -0.0014
Si 13.5431 3.8243 9.3111 0.0006 -0.0035 -0.0031
Si 0.0825 10.4169 9.3187 0.0007 -0.0059 -0.0023
Si 3.901 10.3996 9.0337 -0.0002 -0.0083 0.0006
Si 7.6822 10.3511 9.3406 -0.0022 -0.0039 0.0024
Si 11.4344 10.3677 9.37 -0.0029 -0.0071 -0.0009
Si 0.0517 3.3582 10.4762 0.0067 0.0065 -0.0035
Si 3.7866 3.5132 10.4052 -0.0025 0.0127 -0.0038
Si 7.7633 3.2864 10.8906 0.003 0.0048 -0.0034
Si 11.8182 3.0739 10.7947 0.0048 0.0055 0.004
Si 2.1383 9.8429 10.4433 -0.0031 0.0127 -0.0002
Si 5.6641 9.8033 10.4564 0.0017 0.0117 -0.0011
Si 9.4248 9.6718 10.7675 0.0043 0.01 0.0053
Si 13.5044 9.775 10.3388 0.0054 0.009 0.0004
Si 0.6097 1.0262 10.8028 -0.0019 -0.0115 -0.0012
Si 3.7432 1.2158 10.5424 0.0022 -0.0088 0.0008
Si 8.1571 0.7116 11.3225 0.0068 -0.0091 0.0127
Si 11.3582 0.776 10.8327 0.0122 -0.0016 0.0036
Si 2.4237 7.5496 10.7754 -0.0009 -0.0061 0.0102
Si 5.5567 7.4525 10.9382 0.0016 -0.0131 0.0009
Si 10.0881 7.3972 10.8431 0.0028 -0.0076 -0.0002
Si 13.2491 7.4985 10.8465 0.0037 -0.0048 0.0081
O -3.1894 -0.5185 20.8914 0.0015 0.0046 -0.0022
O 6.5305 6.8292 12.1416 -0.0054 0.0047 -0.0016
O -3.8695 6.8387 26.2396 -0.0088 -0.0027 0.0018
O 7.1538 10.4386 25.1942 -0.0007 0.0037 0.0022
O 4.2905 -1.4393 23.2966 -0.0004 -0.0006 -0.0051
O -2.5625 -11.7232 17.126 -0.0025 0.0001 -0.0004
O 9.0481 18.9712 21.1454 -0.0016 0.0012 -0.0027
O 2.519 10.4689 11.9657 -0.0052 -0.005 -0.0046
O 3.7589 12.2233 13.5024 0.0006 0.0018 0.0025
O 9.7104 5.8628 16.4718 -0.0026 0.0001 -0.0011
O 11.1764 9.9221 16.008 -0.0023 0.0032 -0.0011
O 12.1886 16.1498 12.4281 -0.0043 -0.0019 -0.0085
O 15.4887 18.095 16.9231 -0.0002 0.0003 0.0012
O 11.6712 7.2759 11.3308 -0.0052 0.0007 0.0003
O 2.2261 13.7238 11.1399 -0.005 0.0003 0.0017
O 4.8817 13.8024 11.7448 -0.0007 0.0031 -0.0022
O 1.39 7.2089 11.9854 0.0057 -0.0006 -0.0042
O 15.8766 10.4953 15.784 0.0002 0.0003 0.0012
O 8.1491 18.8741 14.187 -0.0012 -0.0016 -0.0037
O 3.4208 3.9881 11.9785 0.0016 0.0006 -0.0039
O 7.6784 4.3776 12.1685 -0.0014 -0.0094 0.0011
O 14.7294 1.4791 19.1106 -0.0003 -0.0005 -0.0016
O 9.3888 12.3714 17.9792 0.0007 0.0009 -0.0013
O 9.2023 6.571 11.9426 0.0007 0.0001 0.0003
O 8.3472 -4.219 23.852 -0.0016 0 -0.0044
O 10.1046 3.3974 25.8363 -0.0015 0.0029 0.0012
O 4.5777 6.8381 18.2537 0.0001 -0.0003 0.0002
O 8.9769 7.3544 26.0237 0.0018 -0.0118 -0.0018
O 6.4785 7.0679 25.2708 -0.0066 -0.0036 0.0001
O 4.626 0.7264 25.9727 -0.0072 -0.0043 0.0021
O 15.777 15.253 23.6335 0.0004 -0.001 -0.0051
O 3.741 9.8607 25.3866 0.0001 0.0061 0.0091
O 15.092 0.3435 25.1289 0.0025 -0.0031 0.0023
O 7.166 0.9079 25.3612 0.0033 -0.0019 0.0013
O -1.3234 7.2165 25.4982 -0.0041 -0.003 0.0001
O -2.5971 3.7378 25.5554 0.0023 0.0025 -0.0004
O 15.066 2.5935 16.7214 -0.0003 -0.0004 0.0005
O 9.5481 0.4132 26.3009 -0.0055 -0.0001 0.0063
O 5.6883 3.1196 25.413 0 0.0089 0.0024
O 2.0019 13.1145 26.229 0.0081 -0.0021 -0.0007
Si -10.0453 22.747 15.0591 0.0013 -0.0002 -0.0022
Si 5.2324 -4.5944 17.6368 -0.0019 -0.0023 -0.0006
Si 22.067 11.1951 21.0583 0.0002 -0.0007 0.0037
Si 2.9054 16.3383 13.4549 0.0005 0.001 -0.0015
Si 6.072 4.1653 16.6406 -0.0013 -0.0019 -0.0014
Si 5.6819 1.5172 25.0497 0.0006 -0.0055 0.0014
Si -4.6672 11.1115 14.9341 0.0032 0.0015 -0.0005
Si 8.1879 -4.3403 17.6604 0.0017 -0.0008 -0.0018
Si 9.7871 5.0743 20.1258 0.0016 0.0002 -0.0001
Si 8.8988 0.9648 17.372 0 0.0007 -0.0011
Si 0.8923 12.0592 15.9567 0.0009 -0.0001 -0.0038
Si 15.3408 13.6939 23.6025 0.0035 0.0008 0.0008
Si 4.7134 12.8057 22.5526 -0.0004 -0.0007 0.0018
Si 10.4571 6.6755 17.7173 0.0022 -0.0005 -0.0021
Si -3.807 14.019 16.0504 0.0009 0.0015 -0.0036
Si 12.7579 11.4636 12.7822 0.0028 -0.0013 -0.0009
Si 15.712 7.0784 20.078 -0.0006 0.0011 0.0006
Si 14.498 14.0789 17.4981 0.0012 0.0021 -0.0019
Si 9.0581 23.9469 18.9574 0.003 0.0012 -0.0013
Si 8.098 11.0562 13.4146 -0.0012 -0.0008 0.0049
Si -7.5036 10.1802 23.7834 0.0038 0.0014 0.0031
Si 14.9438 13.0832 13.5121 -0.0009 0.004 -0.0053
Si 1.0694 -3.9432 22.3822 -0.0005 0.0007 0.0012
Si 7.8541 5.9547 12.5956 0.0044 0.0053 -0.0037
Si 3.1108 4.8115 16.0841 -0.0017 0.0012 -0.002
Si -9.3201 1.3716 15.7328 0.0002 0.0005 -0.0007
Si 0.1985 2.5533 19.936 0.0014 0.0002 0.0015
Si 8.0272 -5.553 24.7257 0.011 -0.0012 0.0081
Si 12.384 8.9789 16.6081 0.0007 -0.0028 -0.0034
Si 0.599 16.5934 17.249 -0.0027 0.0003 -0.0029
Si 16.4612 16.7185 23.727 -0.0013 0.0008 -0.0017
Si -0.2253 9.0164 15.4626 -0.0018 -0.0008 -0.0013
Si 17.3155 13.3557 21.418 -0.0008 0.001 0.0023
Si 16.4528 6.5903 17.1608 0.0013 -0.0019 -0.0027
Si 15.5989 20.0966 12.9945 -0.0033 0.0028 0.0016
Si 7.6129 3.0682 19.106 0.0019 -0.0012 0.0002
Si -10.9526 0.8317 13.3364 -0.0022 0.0003 0.0003
Si 7.8993 5.9386 22.3003 -0.0003 -0.0016 0.0038
Si 10.9025 11.1503 23.649 0.0024 0.0013 0.0012
Si -3.7871 -2.0432 20.8245 0.0002 -0.0028 0.0021
Si -0.0257 17.2378 13.3962 0.0013 -0.0044 -0.0039
Si 21.5209 16.8439 21.156 0.0008 0.0004 0.002
Si -10.3477 7.4225 22.3206 -0.0007 -0.0015 0.0031
Si 3.9139 10.7766 12.7607 0.0019 -0.0013 -0.0024
Si 1.0611 10.7795 20.2103 -0.0016 0.0001 0.0004
Si -2.4158 2.8305 13.7433 0.0039 -0.0034 0.0005
Si 8.2722 6.3005 15.7729 0.0017 -0.0008 0.0011
Si 18.986 17.7233 21.9869 0.0009 0.0011 0.0035
Si -1.4757 9.5108 19.2309 0.0012 -0.0004 0.0001
Si 0.0044 -4.7693 25.059 -0.0025 0.0033 0.0037
Si 14.4616 4.6887 21.7947 -0.0001 -0.0001 0.0034
Si 19.5251 -2.3003 19.2856 -0.0012 -0.0001 -0.0013
Si 3.8478 9.868 23.7575 0.0009 -0.0008 -0.0014
Si 11.5014 2.9371 25.1246 -0.0002 0.0027 0.0041
Si 19.5326 -0.5885 16.8435 0.0002 0.0025 -0.0041
Si 11.705 -9.3649 22.0584 0.0009 0.0004 0.0038
Si 12.4597 13.3008 22.1757 -0.0027 -0.0006 0.0054
Si 20.0249 6.3074 19.8018 -0.0003 -0.0024 0.0008
O -1.2759 7.212 12.1671 -0.0065 0.0009 -0.0046
O 12.0289 15.1354 14.9021 0.0023 0.0017 -0.002
O -1.4907 0.5567 22.7703 0.0034 0.0003 -0.0044
O -5.2491 14.4801 16.6827 0.0014 -0.0001 0.0009
O -5.0629 -2.1252 19.7916 -0.0013 -0.001 -0.0031
O -3.6276 1.3794 25.5341 -0.001 -0.0052 -0.0011
O 14.1744 1.6815 13.4713 0.0004 -0.0047 0.0035
O 1.36 7.2491 25.4907 0.0078 -0.0047 -0.0016
O 5.8931 0.8118 14.2152 -0.0008 -0.0018 -0.0018
O 8.6 4.3403 19.2932 -0.0002 0.0009 -0.0012
O 5.424 8.5501 16.0115 0.0014 0.0022 -0.002
O 3.5281 2.043 13.8166 0.0019 -0.003 0.0033
O 15.2292 17.1985 11.7732 -0.0021 0.0019 0.0022
O 7.6007 0.8768 16.3489 -0.001 -0.0005 -0.0001
O 6.1768 15.8263 15.4982 0.0007 0.0004 0.0014
O -0.5325 18.6598 20.7613 -0.0007 -0.0019 -0.0008
O 18.0498 10.2169 19.9349 0.002 -0.0012 -0.0015
O 11.718 7.5428 17.1015 0.0003 0.0009 -0.0001
O 9.2035 11.2809 14.623 -0.0031 -0.0007 -0.0007
O 11.4176 12.5311 15.4363 -0.0014 -0.0052 -0.0003
O 0.0076 8.26 23.4456 0.0004 -0.0007 -0.0024
O 18.732 -7.3581 20.4399 -0.0011 -0.0013 -0.0005
O -2.6096 4.6232 22.0663 0.0011 0.0002 -0.0057
O -14.2013 16.2483 13.6337 -0.001 -0.0018 0.0025
O 6.7177 7.0753 22.2733 0.0002 0.0015 -0.0048
O 6.0186 12.6192 21.5889 -0.0016 0.0008 -0.0035
O 2.4321 6.258 16.4551 0.0008 0.0003 0.001
O -0.9836 8.0002 19.5306 -0.0002 0.0004 -0.0021
O 6.8109 10.3522 14.2208 -0.0003 0.0004 0.0012
O 0.4938 10.2169 21.6418 0.0009 -0.0017 -0.0028
O -4.6399 5.7026 18.9975 -0.0015 0.0004 -0.0016
O -10.6228 0.8525 16.6202 0.0015 0.0003 -0.0015
O 5.8143 18.0935 20.0818 0.0012 -0.0009 -0.002
O 7.022 18.2905 16.4124 0.0018 0.0011 0.001
O 7.1497 23.2364 22.3882 0.0007 -0.0003 -0.0044
O 17.9483 12.1813 16.3775 -0.0028 -0.0003 0.0005
O 16.5982 0.1477 22.8438 -0.0029 0.0016 -0.0024
O 8.8115 10.0646 12.2943 0.0041 -0.005 -0.0096
O 19.6621 6.1492 22.85 -0.0008 0.0012 -0.0043
O -2.5325 -2.9708 20.4083 0.0002 0.0004 -0.0023
O 9.8083 13.5072 11.3969 -0.0173 -0.0001 0.0016
O 8.4951 1.7877 18.7066 -0.0003 -0.0007 -0.0023
O 17.6987 17.0714 22.7087 -0.0029 -0.0017 -0.0031
O 0.0036 9.5603 25.6815 0.0002 0.0062 0.0018
O 9.3429 -5.1819 18.4317 -0.0014 0.0003 -0.0008
O -0.7136 3.2694 21.0581 0.0004 0.0015 -0.0023
O 15.6864 8.5855 13.9499 0.0011 -0.0024 -0.0015
O 4.245 9.6771 13.9359 -0.0006 -0.0011 0.0004
O -0.2184 4.8859 23.2304 0.0016 0.0003 -0.0035
O 16.936 1.9736 20.783 0.0005 -0.0004 -0.0019
O 7.7496 12.4529 12.5533 0.0018 0.0121 -0.0093
O 2.0748 16.455 16.5563 0.0034 -0.0014 -0.0012
O 3.4501 0.4396 21.6346 0.0033 -0.001 -0.0018
O 12.1106 14.7789 21.5953 0.0009 0.0002 -0.0042
O 19.7047 9.379 18.1639 0.0008 0.0005 0.0006
O -3.9583 10.7287 13.5097 0.0007 -0.0005 0.0003
O 19.5536 11.9445 18.46 0.0002 0 -0.0002
O 9.2767 11.1558 23.8106 -0.0045 -0.0005 -0.0054
O 4.6349 16.5187 21.8824 -0.0005 -0.0017 -0.0033
O 3.9097 6.7706 26.1341 -0.002 -0.0009 -0.0019
O 3.9572 7.1902 11.3281 -0.0017 0.0035 -0.0017
O 1.175 19.5723 18.7798 0.0014 -0.0003 -0.0024
O 18.8815 4.6673 14.4876 0.0011 -0.0018 -0.0011
O 13.5972 8.8629 15.5045 0.0019 0.0003 0.0007
O 4.9984 11.1589 16.0374 0.0027 -0.003 -0.0009
O -10.541 8.7496 23.239 -0.0009 0.0029 -0.004
O -8.2731 4.4765 22.2202 0.0007 0.0008 -0.0029
O 0.2861 5.9279 13.9084 0.0006 0.0021 0.004
O 11.2556 10.2575 22.3222 -0.0014 0.0008 -0.0015
O 15.8462 7.9645 16.5604 -0.0009 0.0028 -0.0016
O 11.1775 3.2449 23.5749 0.0003 -0.0022 -0.0013
O 14.0417 4.0635 14.1739 -0.0026 -0.0026 0.0026
O 24.0594 10.0336 17.8372 -0.0006 -0.0011 -0.0008
O 11.4505 -0.1549 23.3265 0.0004 0.0002 -0.005
O 15.3569 10.4324 19.1223 0.0005 0.0003 -0.001
O 15.4358 12.8923 11.9747 -0.0009 0.0048 0.003
O -1.6291 11.948 13.9033 -0.0009 0.0014 -0.0019
O 0.7957 16.4409 18.8611 0.0003 0.0003 -0.0002
O 0.7026 -12.7433 14.5606 -0.0004 0.0004 0.0002
O 11.5581 10.5241 25.0324 0.0016 0.0025 0.008
O 5.2162 10.7808 11.7507 0.0045 -0.003 -0.0025
O 22.1742 15.5534 20.4184 -0.0007 0.0005 -0.0025
O 17.0401 3.9904 25.2392 0.003 0.0027 0.0043
O 15.3668 -0.0568 17.0519 0.0011 -0.002 -0.0005
O 6.5221 16.2158 17.9721 -0.0011 0.0004 -0.0028
O 1.2359 7.765 21.1921 0.0007 0.0022 -0.0012
O 13.5497 -2.4278 11.8733 -0.0026 -0.0011 -0.0025
O 16.7231 -0.4506 20.2678 0.0005 0.0011 -0.0015
O 2.4336 9.3476 23.1326 0.0026 0.0008 -0.0035
O 8.5366 6.0265 23.8022 -0.0002 0.0059 0.0005
O 10.5549 3.9777 21.0424 0.0008 -0.0014 -0.003
O 4.5327 4.6215 16.828 0.0003 -0.0002 0.0002
O 20.7632 10.4645 20.3609 0.0014 -0.0002 -0.0012
O 4.6992 7.6496 20.7493 0.0012 0.0021 -0.002
O 13.1265 9.6898 17.8698 0.0004 0.0005 -0.0004
O 6.7175 8.277 18.3194 0.0015 0.0003 -0.0008
O 5.1703 1.1974 23.5415 0.0019 0.0042 -0.0001
O 8.149 7.913 16.1149 0.0001 -0.0006 0.0005
O 12.2688 12.7734 11.9319 -0.0006 0.0041 -0.0018
O 23.2908 -1.4321 19.9981 -0.0024 -0.0002 0.0002

Results
free energy: -248718.995 eV
free energy less fixed offsets of O -568.88, Si -635.61 eV per atom: -3.535 eV

The program warned: the cutoff lies below the one the program advises for these potential files; the forces do not sum to zero within the program's tolerance; the exchange-correlation potential is rough where the density is thin.
